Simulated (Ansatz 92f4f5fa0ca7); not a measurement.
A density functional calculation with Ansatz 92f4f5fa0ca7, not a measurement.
Periodic cell of 250 atoms, Si166O84, from a study of silicon, its oxide and their interface. The atomic structure is a simulated model.
Doubt: the cutoff is far below the 930 eV that the study's wrapper takes by default for these files, so forces and energies are approximate.
This geometry differs little from another in the collection (a relaxation step or a small displacement).

Settings: functional PBE; potential files Ansatz PAW; basis plane waves; wave-function cutoff 580 eV; density cutoff ratio 5; exchange-correlation grid ratio 1; k mesh 1 x 1 x 1, Gamma-centred; self-consistency stop 5e-08 eV per atom in the density residual; occupations fixed; spin none; net charge 0.

Cell vectors (angstrom)
a	10.938	0	0
b	0	10.938	0
c	0	0	37.279

Atoms: element, x, y, z (angstrom)
Si	0	0	0.683
Si	5.469	0	0.683
Si	2.7345	2.7345	0.683
Si	8.2035	2.7345	0.683
Si	0	5.469	0.683
Si	5.469	5.469	0.683
Si	2.7345	8.2035	0.683
Si	8.2035	8.2035	0.683
Si	1.3673	1.3673	2.0503
Si	6.8362	1.3673	2.0503
Si	4.1018	4.1018	2.0503
Si	9.5708	4.1018	2.0503
Si	1.3673	6.8362	2.0503
Si	6.8362	6.8362	2.0503
Si	4.1018	9.5708	2.0503
Si	9.5708	9.5708	2.0503
Si	2.7345	0	35.2275
Si	8.2035	0	35.2275
Si	0	2.7345	35.2275
Si	5.469	2.7345	35.2275
Si	2.7345	5.469	35.2275
Si	8.2035	5.469	35.2275
Si	0	8.2035	35.2275
Si	5.469	8.2035	35.2275
Si	4.1018	1.3673	36.5947
Si	9.5708	1.3673	36.5947
Si	1.3673	4.1018	36.5947
Si	6.8362	4.1018	36.5947
Si	4.1018	6.8362	36.5947
Si	9.5708	6.8362	36.5947
Si	1.3673	9.5708	36.5947
Si	6.8362	9.5708	36.5947
Si	0.0272	0.1231	27.134
Si	5.9902	-0.429	27.438
Si	2.0222	3.3974	27.1312
Si	8.5351	2.269	27.0617
Si	0.4039	5.1281	27.3045
Si	4.7382	6.2256	27.0237
Si	3.0543	7.9311	27.1759
Si	7.6826	8.882	27.1239
Si	1.4094	1.486	28.4233
Si	6.9166	1.3784	28.5174
Si	3.9924	4.2589	28.1815
Si	9.5202	4.0822	28.3296
Si	1.3825	6.8937	28.4702
Si	6.7088	6.9749	28.2047
Si	4.1377	9.56	28.5148
Si	9.5826	9.5784	28.3667
Si	2.7747	0.0879	29.7577
Si	8.2985	0.0165	29.8612
Si	-0.0516	2.7562	29.8015
Si	5.4114	2.8467	29.6111
Si	2.7441	5.4892	29.8079
Si	8.1041	5.5265	29.5819
Si	-0.0491	8.2162	29.7629
Si	5.4816	8.1838	29.859
Si	4.1394	1.4503	31.0981
Si	9.5981	1.3954	31.2239
Si	1.3494	4.1196	31.1418
Si	6.7973	4.158	31.0306
Si	4.1074	6.8269	31.1976
Si	9.5094	6.8164	31.0683
Si	1.3566	9.6201	31.0894
Si	6.8702	9.5819	31.1655
Si	0.025	0.0067	32.533
Si	5.4831	0.042	32.4817
Si	2.7342	2.7532	32.495
Si	8.1648	2.7864	32.4676
Si	-0.034	5.4862	32.4779
Si	5.4818	5.4609	32.5146
Si	2.7155	8.2375	32.4844
Si	8.2135	8.1927	32.5057
Si	1.3881	1.3779	33.874
Si	6.8434	1.3916	33.858
Si	4.1058	4.1006	33.8677
Si	9.5585	4.1102	33.8539
Si	1.3558	6.8481	33.8473
Si	6.8435	6.8348	33.87
Si	4.1065	9.5923	33.8463
Si	9.58	9.5657	33.8668
Si	2.731	-0.0142	3.4126
Si	8.1922	-0.0063	3.412
Si	-0.011	2.7319	3.4058
Si	5.4738	2.7296	3.412
Si	2.7396	5.4722	3.4154
Si	8.1987	5.4488	3.4256
Si	-0.0097	8.1854	3.3967
Si	5.4623	8.1942	3.4052
Si	4.1317	1.3335	4.7614
Si	9.5746	1.3464	4.7708
Si	1.3385	4.121	4.7559
Si	6.8332	4.0771	4.8092
Si	4.147	6.799	4.7889
Si	9.5951	6.8041	4.7705
Si	1.3443	9.5461	4.756
Si	6.8122	9.565	4.7662
Si	-0.0104	-0.0297	6.1381
Si	5.4604	-0.0356	6.1869
Si	2.7339	2.7312	6.0253
Si	8.1997	2.6762	6.1617
Si	-0.007	5.4504	6.1984
Si	5.5133	5.4574	6.2237
Si	2.7192	8.1587	6.082
Si	8.2114	8.1912	6.0618
Si	1.4071	1.3846	7.3968
Si	6.8781	1.2829	7.5838
Si	4.0474	4.0281	7.4616
Si	9.5371	4.0511	7.545
Si	1.4261	6.8231	7.5369
Si	6.9602	6.8769	7.5415
Si	4.0033	9.5281	7.4869
Si	9.5107	9.5287	7.4641
Si	2.7143	0.0856	8.856
Si	8.2975	-0.0639	9.0034
Si	0.0366	2.6615	8.794
Si	5.4234	2.6639	8.8218
Si	2.7322	5.3629	8.935
Si	8.2188	5.4015	8.9856
Si	0.093	8.3257	8.7828
Si	5.3855	8.1337	8.7678
Si	4.2488	1.1932	10.2462
Si	10.0904	0.943	10.1088
Si	1.2482	4.0158	10.2593
Si	6.316	4.4938	9.9816
Si	4.6175	6.2751	9.984
Si	9.7897	6.0615	10.6755
Si	0.8473	10.1839	9.9942
Si	6.0504	9.5081	10.5513
O	9.2551	6.4222	12.1883
O	1.9334	3.125	11.4925
O	5.1796	10.8707	10.8533
O	7.6136	9.9654	10.2627
O	9.7322	1.3826	11.7022
O	6.744	4.0553	11.5553
O	10.3874	7.438	10.0327
O	0.0764	4.9763	10.9311
O	1.7872	3.3073	25.4402
O	7.9691	8.9575	25.4626
O	11.7549	-0.4036	25.7553
O	2.498	8.468	25.6591
O	0.1509	5.3919	25.6529
O	4.8521	6.1432	25.3547
O	7.9576	2.3185	25.4905
O	9.7807	1.2117	26.772
Si	0.8516	8.5384	18.5287
Si	2.2439	10.0032	25.1344
Si	7.827	-0.5318	21.3757
Si	6.0643	2.5842	15.2679
Si	0.4411	3.204	15.1111
Si	4.903	7.1937	12.1403
Si	-2.9161	0.3454	15.2443
Si	12.5979	5.6605	22.3913
Si	11.7058	9.6589	12.2477
Si	9.2263	17.929	17.6407
Si	7.1888	3.3926	22.1607
Si	13.8556	-0.4637	17.1986
Si	4.3943	-2.8505	16.1196
Si	-1.9025	2.0883	24.2622
Si	8.1133	7.6879	20.3699
Si	9.5704	7.5835	13.2989
Si	4.6017	2.4565	23.6692
Si	-0.0139	8.2303	21.4992
Si	6.4172	1.7464	20.0321
Si	5.0785	10.8756	25.3657
Si	-3.0335	2.1994	17.5091
Si	3.0117	7.7499	13.3932
Si	10.1863	0.9838	13.222
Si	11.4664	4.1053	24.6909
Si	0.9029	6.106	14.7037
Si	7.0363	-2.0273	24.119
Si	13.4829	6.2242	17.4883
Si	3.3742	2.473	12.0054
Si	6.6631	6.2867	22.5374
Si	10.2462	14.9771	17.8983
Si	4.2487	5.425	24.0295
Si	7.4639	8.2723	15.3895
Si	10.3562	10.9988	22.5828
Si	3.3407	1.3699	19.7639
Si	3.1328	12.6016	14.9421
Si	5.7413	4.4024	12.8006
Si	2.3518	11.5138	22.4713
Si	1.8691	15.1053	19.5892
O	1.9949	2.7816	15.1673
O	6.8312	7.009	21.0983
O	7.8066	-1.6582	20.1904
O	7.014	7.3299	23.7286
O	-0.1775	9.4062	22.6244
O	8.1316	8.0237	13.9259
O	12.4718	6.1239	16.2079
O	1.5106	9.7623	17.6668
O	10.9338	14.1768	16.6688
O	-1.2962	11.5244	23.9643
O	-4.2351	1.1706	14.7381
O	2.3053	2.6195	19.7939
O	-5.798	5.7891	22.7183
O	0.9819	7.0969	22.0725
O	1.9017	7.2941	18.5388
O	8.6852	1.176	16.4948
O	11.7017	22.8347	22.3077
O	8.2813	6.9422	18.9573
O	15.765	12.9376	19.915
O	5.6865	2.9175	22.5595
O	7.0765	1.3272	18.606
O	11.6283	4.5877	23.1396
O	11.5563	0.0887	13.1508
O	7.575	4.9304	22.5528
O	5.6488	6.0178	13.0427
O	8.9234	3.1854	18.2886
O	4.1489	9.3896	17.085
O	21.276	8.8084	12.5413
O	7.6007	-1.1059	15.8125
O	5.8806	7.9244	15.5031
O	9.8593	-5.4116	17.3877
O	2.759	11.2334	15.7538
O	14.2044	1.472	13.3159
O	2.6961	4.8298	18.326
O	2.3965	-0.7165	23.4977
O	9.478	18.4413	21.2542
O	6.8266	3.0679	16.6277
O	10.2424	3.0742	24.6331
O	10.3887	8.1251	17.8023
O	7.6388	9.7254	22.8438
O	2.9609	11.243	20.9675
O	0.5495	8.8963	20.102
O	-0.3506	-3.8013	14.5175
O	10.4626	2.2487	14.1878
O	0.2956	4.6462	14.4013
O	8.3046	2.4813	22.8747
O	4.0055	6.7242	16.9483
O	9.287	0.2163	21.3448
O	3.3719	8.3221	14.8763
O	11.2142	4.168	19.2045
O	8.254	7.3218	16.4141
O	2.1432	5.0011	20.972
O	4.2401	3.8431	24.4283
O	7.1899	14.0395	20.5519
O	6.6281	0.5126	21.0811
O	-1.9225	0.1403	13.982
O	-6.4425	2.3117	15.5631
O	2.15	8.9069	12.6431
O	5.8916	8.5275	11.8866
O	4.2617	3.7951	12.433
O	3.4684	10.9061	25.7333
O	5.3476	12.295	24.6037
O	2.0652	6.4227	13.595
O	3.2974	11.5559	18.336
O	5.5548	-1.3556	24.4288
O	14.1673	1.8293	23.0476
O	6.3059	14.6836	14.1654
O	2.7976	5.9456	23.5274

Results
free energy: -153300.404 eV
free energy less fixed offsets of O -568.88, Si -635.61 eV per atom: -3.224 eV

Forces (eV/angstrom), in the order of the atoms: element, x, y, z
Si	0.0139	0.0063	-0.0001
Si	-0.0042	0.022	0.0204
Si	0.0253	-0.0187	-0.0167
Si	0.0036	-0.0003	-0.0305
Si	0.0256	-0.0057	0.0149
Si	0.0277	-0.0112	-0.0084
Si	-0.0026	0.0174	-0.0237
Si	0.042	-0.0014	-0.0215
Si	0.0267	-0.0027	0.002
Si	0.0702	0.0295	-0.0979
Si	-0.0405	-0.0428	-0.0114
Si	-0.0983	-0.0553	-0.1032
Si	0.1249	0.0195	-0.1173
Si	0.0643	-0.0526	0.0177
Si	-0.0742	-0.1004	-0.0968
Si	-0.1002	-0.0486	-0.0636
Si	0.1024	0.0328	0.096
Si	0.0325	0.0598	-0.0763
Si	-0.0556	0.041	-0.0684
Si	-0.04	-0.0228	0.0976
Si	-0.0491	0.0679	-0.1045
Si	0.0359	0.0147	0.117
Si	0.0169	-0.0175	0.105
Si	-0.0343	0.0736	-0.0994
Si	0.0159	-0.0356	0.0147
Si	0.0026	-0.0097	0.0086
Si	-0.0553	0.0235	-0.0004
Si	-0.0101	-0.0133	-0.0063
Si	-0.0527	0.0463	-0.007
Si	0.005	0.0021	0.01
Si	0.0057	-0.0311	-0.009
Si	-0.0453	0.005	-0.0028
Si	-0.0123	0.0779	-0.1242
Si	-0.1213	0.0503	-0.029
Si	0.1382	-0.1026	-0.213
Si	0.036	-0.0599	-0.1833
Si	-0.1901	0.1985	-0.0273
Si	0.233	-0.1512	-0.1193
Si	-0.248	0.2679	-0.1423
Si	0.1165	0.004	-0.1764
Si	0.0775	0.0243	0.0271
Si	0.0203	0.0467	0.0273
Si	0.0478	-0.0403	0.0406
Si	-0.0285	-0.0662	0.013
Si	0.0142	-0.001	0.0574
Si	-0.0055	-0.0886	0.0256
Si	-0.0254	-0.0013	0.0902
Si	0.0044	0.0451	0.0573
Si	-0.0146	-0.0625	-0.0583
Si	0.0029	0.0278	0.0351
Si	-0.0267	-0.0423	0.0552
Si	0.0035	0.0153	-0.0536
Si	-0.0305	0.0374	0.0506
Si	0.0032	-0.0012	-0.0737
Si	0.0524	-0.0034	-0.0381
Si	-0.0905	0.0319	0.0215
Si	-0.0122	-0.0413	-0.0186
Si	0.0015	0.0037	-0.0158
Si	-0.0048	-0.0061	-0.0378
Si	-0.0045	0.0325	0.0099
Si	0.0228	-0.0277	-0.0064
Si	0.0011	-0.0049	-0.011
Si	-0.0044	0.0282	0.0022
Si	-0.0271	-0.0028	-0.0166
Si	0.0052	0.0157	0.0101
Si	0.0291	0.0098	-0.022
Si	-0.0154	0.0078	-0.0337
Si	0.0111	-0.0203	-0.0215
Si	0.0026	-0.022	-0.0202
Si	-0.038	0.004	0.0064
Si	0.028	-0.0166	-0.0233
Si	-0.0088	0.0147	-0.0194
Si	0.0107	-0.0045	0.0003
Si	-0.0087	-0.0113	0.0011
Si	-0.0026	-0.0108	0.0093
Si	0.0144	0.0028	-0.0059
Si	-0.0131	0.0101	-0.008
Si	0.0105	0.0072	-0.0003
Si	-0.0122	0.0092	-0.0157
Si	-0.0087	-0.0056	-0.0032
Si	-0.0008	-0.0122	0.0147
Si	0.0011	0.0047	0.0112
Si	-0.0131	-0.0017	0.0232
Si	0.0004	0.0048	0.009
Si	-0.0051	0.0027	0.0073
Si	0.0092	-0.0083	0.0125
Si	0.007	0.0079	-0.0049
Si	-0.0043	0.0046	0.0168
Si	-0.0093	0.0112	-0.0105
Si	0.0074	0.0108	0.0541
Si	0.0182	-0.0089	0.004
Si	0.0115	-0.0199	0.0575
Si	0.0046	0.0437	0.0518
Si	-0.0175	0.0122	-0.0212
Si	-0.009	-0.0231	0.0094
Si	-0.0111	-0.0299	-0.0207
Si	0.0787	0.0257	-0.0022
Si	0.0006	0.0045	0.0544
Si	-0.0046	0.0042	-0.0055
Si	0.0125	-0.0137	0.0159
Si	-0.0191	0.0129	0.0543
Si	-0.0087	-0.0058	0.0247
Si	0.0129	0.0455	0.0254
Si	-0.0304	-0.0172	0.0086
Si	0.0569	-0.0194	-0.064
Si	-0.0118	-0.0033	0.0852
Si	-0.0243	0.0298	0.0099
Si	-0.0191	0.0104	-0.0147
Si	0.0361	-0.037	0.0573
Si	0.0497	0.0279	-0.0248
Si	-0.047	0.0761	0.0179
Si	0.0225	-0.0259	-0.0697
Si	-0.0709	-0.0784	-0.0804
Si	-0.0986	-0.1199	0.178
Si	-0.0322	-0.0135	-0.038
Si	0.0318	0.0743	-0.0491
Si	-0.0317	-0.0491	0.0529
Si	-0.0385	-0.0133	-0.0722
Si	-0.0996	-0.1161	0.2771
Si	0.0138	-0.0543	-0.0203
Si	0.1794	-0.3042	-0.1093
Si	-0.0681	0.1343	0.2414
Si	-0.1023	0.1243	0.1044
Si	0.1957	-0.0958	0.008
Si	-0.0635	-0.0559	-0.0646
Si	0.183	0.0528	0.0975
Si	0.1042	0.0828	-0.0325
Si	0.1775	-0.1882	0.0908
O	-0.0618	-0.0557	-0.0534
O	0.134	-0.0681	-0.1118
O	-0.0437	0.1774	-0.07
O	-0.1484	0.1496	-0.2702
O	0.0776	-0.0275	-0.2606
O	-0.1461	0.171	-0.0865
O	-0.012	-0.043	-0.2027
O	-0.1498	0.101	-0.1366
O	-0.057	0.0425	0.1463
O	0.012	-0.0276	0.2201
O	-0.0253	-0.0248	0.1279
O	0.1238	-0.1498	0.1513
O	0.1026	-0.0821	0.1735
O	-0.0256	0.0793	0.225
O	-0.0284	0.0067	0.2236
O	-0.0547	0.0257	0.0469
Si	-0.0424	0.0468	0.0314
Si	-0.0046	0.0236	-0.0823
Si	0.0459	0.083	-0.2565
Si	0.0728	-0.1594	0.1359
Si	-0.012	0.0093	0.056
Si	0.0408	0.15	-0.1398
Si	-0.0302	0.0569	0.0913
Si	0.0278	0.0958	-0.1578
Si	-0.0022	-0.118	-0.0204
Si	-0.0159	0.0453	0.072
Si	0.003	0.1295	-0.1561
Si	0.0353	-0.0172	0.0865
Si	0.0147	0.0589	0.12
Si	-0.0308	-0.034	-0.1414
Si	0.0194	0.0607	-0.0112
Si	0.1339	0.119	0.0597
Si	0.075	-0.0226	-0.2173
Si	-0.0489	-0.0414	-0.0946
Si	0.0273	0.0164	-0.0734
Si	0.1892	0.0401	0.1315
Si	-0.0418	-0.036	-0.0002
Si	0.0061	0.0388	-0.0435
Si	0.0087	-0.041	0.2462
Si	0.0301	0.0147	-0.1935
Si	-0.0189	-0.0505	0.0755
Si	-0.0697	-0.0075	-0.1883
Si	0.0052	0.0136	0.0107
Si	-0.2171	0.0684	0.2218
Si	0.085	-0.0897	-0.1964
Si	-0.0471	-0.0535	0.0331
Si	-0.0005	0.0005	-0.2281
Si	0.0454	0.1425	0.2243
Si	-0.0344	0.0098	-0.2111
Si	0.0795	0.0067	0.0174
Si	0.073	0.1117	0.2542
Si	0.0977	-0.1274	0.2569
Si	-0.0593	0.1104	-0.2289
Si	-0.031	-0.0127	-0.0102
O	-0.0087	-0.0071	-0.0333
O	-0.0189	-0.0001	0.0508
O	-0.0168	-0.0128	0.0514
O	0.0043	0.0407	0.0976
O	-0.0053	0.05	0.1276
O	0.0024	-0.0345	-0.146
O	-0.003	-0.004	-0.0499
O	0.0146	0.0126	-0.0339
O	0.014	-0.0156	-0.0517
O	-0.0299	0.037	0.0707
O	-0.0054	0.0435	-0.027
O	-0.0205	0.0192	0.0107
O	-0.0754	-0.0039	0.1051
O	0.0281	-0.0428	0.073
O	0.0364	-0.0224	0.0092
O	0.0063	-0.0143	-0.0024
O	0.0357	-0.0083	0.1113
O	-0.0161	-0.0252	0.0032
O	-0.0373	0.0058	0.0082
O	-0.1202	-0.0507	0.0661
O	0.0053	0.0106	0.0086
O	-0.0284	-0.1413	0.1812
O	0.0099	-0.0025	-0.0753
O	-0.0215	0.0198	0.0667
O	0.0393	-0.0025	-0.0394
O	0.011	0.0089	0.0174
O	-0.0048	-0.0299	0.0162
O	-0.0505	-0.0377	0.0149
O	0.0123	-0.0403	-0.0364
O	0.0059	-0.0478	-0.0539
O	0.0116	0.0158	-0.0112
O	-0.0528	-0.0051	-0.0804
O	0.0107	0.0058	-0.1936
O	0.0178	0.0215	-0.0317
O	-0.0509	-0.1208	0.2252
O	0.0315	-0.0019	0.0379
O	-0.0222	0.0087	-0.0703
O	0.0791	0.0469	0.0235
O	0.0246	0.0014	-0.0243
O	-0.0205	-0.0568	0.1979
O	-0.0026	-0.0241	0.0593
O	0.0256	0.012	-0.0155
O	-0.0588	0.0064	-0.0503
O	0.0036	0.026	-0.0944
O	0.001	-0.0251	-0.0602
O	0.0984	-0.0807	0.1315
O	0.0154	0.0154	-0.0044
O	0.0164	-0.0223	0.0923
O	-0.013	-0.009	0.0121
O	0.0122	0.0133	0.0335
O	-0.0139	-0.0285	-0.0628
O	0.0086	-0.0226	0.0481
O	-0.016	0.0238	0.0923
O	-0.034	-0.022	0.0981
O	-0.0263	-0.0555	0.0881
O	0.0239	0.0292	-0.1088
O	-0.0745	0.0157	-0.0803
O	0.017	0.0305	-0.0145
O	-0.0872	-0.1032	0.0431
O	0.0059	0.0023	-0.0242
O	0.0073	0.0153	-0.0134
O	-0.017	-0.0733	0.0795
O	0.0232	-0.0282	-0.0345
O	-0.0082	-0.0208	-0.0333
O	-0.0193	-0.0078	0.0132
O	-0.0151	0.0376	0.0821
O	-0.0251	0.1027	-0.1329
O	-0.0232	-0.0042	0.1209

The program warned: the cutoff lies below the one the program advises for these potential files; the exchange-correlation potential is rough where the density is thin.
